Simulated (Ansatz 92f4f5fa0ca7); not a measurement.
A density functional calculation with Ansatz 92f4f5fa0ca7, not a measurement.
Periodic cell of 220 atoms, Si132O88, from a study of silicon, its oxide and their interface. The atomic structure is a simulated model.

Settings
functional: r2SCAN
potential files: Ansatz PAW
basis: plane waves
wave-function cutoff: 800 eV
density cutoff ratio: 5
exchange-correlation grid ratio: 1
k mesh: 1 x 1 x 1, shifted by 0.5 0.5 0 of a step
self-consistency stop: 1e-10 eV per atom in the density residual
occupations: fixed
spin: none
net charge: 0

Cell vectors (angstrom)
a, 10.88, 0, 0
b, 0, 10.88, 0
c, 0, 0, 32.0878

Atoms: element, x, y, z (angstrom)
Si, 0.4647, -0.8171, -0.2796
Si, 2.7162, 3.3599, -0.0923
Si, 0.3225, 5.3823, -0.2775
Si, 2.8325, 8.1294, 0.2627
Si, 5.6706, -0.1626, 0.0111
Si, 8.2777, 2.6115, -0.2901
Si, 5.1462, 6.1098, -0.1169
Si, 7.913, 8.5788, 0.0837
Si, 1.6514, 1.6417, 1.1704
Si, 4.1873, 4.427, 1.2941
Si, 1.3664, 6.7498, 1.3752
Si, 4.1782, 9.6039, 1.4247
Si, 6.8537, 1.464, 1.2004
Si, 9.632, 4.0972, 1.0016
Si, 6.7693, 7.001, 1.3255
Si, 9.6503, 9.5399, 1.3054
Si, 0.0884, 2.8191, 2.5111
Si, 2.7997, 0.1581, 2.626
Si, 0.0092, 8.1324, 2.6759
Si, 2.7695, 5.5282, 2.7691
Si, 5.4785, 2.8467, 2.5281
Si, 8.276, 0.1318, 2.5787
Si, 5.4801, 8.2577, 2.8011
Si, 8.2146, 5.4674, 2.4338
Si, 1.4046, 4.1009, 3.9961
Si, 4.1632, 1.4727, 3.9721
Si, 1.3944, 9.5911, 3.9132
Si, 4.1018, 6.891, 4.094
Si, 6.8671, 4.1555, 3.879
Si, 9.611, 1.476, 3.9277
Si, 6.9196, 9.6306, 3.9908
Si, 9.523, 6.7714, 3.9611
Si, 0.0337, 0.0382, 5.275
Si, 2.7474, 2.7379, 5.3459
Si, 0.0279, 5.4534, 5.3378
Si, 2.7048, 8.25, 5.3545
Si, 5.5017, 0.0747, 5.3297
Si, 8.1999, 2.791, 5.2755
Si, 5.4947, 5.4568, 5.3046
Si, 8.2016, 8.1819, 5.3196
Si, 1.3829, 1.3464, 6.6718
Si, 4.1309, 4.093, 6.6646
Si, 1.3776, 6.8361, 6.7009
Si, 4.0992, 9.5637, 6.6754
Si, 6.8508, 1.435, 6.6695
Si, 9.5441, 4.1021, 6.6796
Si, 6.8329, 6.8136, 6.6635
Si, 9.5692, 9.5567, 6.652
Si, -0.0017, 2.6974, 8.0094
Si, 2.7185, -0.0067, 8.0479
Si, -0.0226, 8.1632, 8.0422
Si, 2.7833, 5.4452, 8.0206
Si, 5.4478, 2.7277, 8.0534
Si, 8.2038, 0.0513, 7.9994
Si, 5.4368, 8.1392, 7.9963
Si, 8.1608, 5.4323, 8.0329
Si, 1.418, 4.0214, 9.3027
Si, 4.1007, 1.318, 9.3957
Si, 1.3325, 9.5066, 9.3874
Si, 4.1604, 6.7448, 9.4331
Si, 6.7944, 4.086, 9.4111
Si, 9.4957, 1.4222, 9.4366
Si, 6.8149, 9.5266, 9.2573
Si, 9.4903, 6.7841, 9.3949
Si, -0.0647, -0.0064, 10.7307
Si, 2.7168, 2.657, 10.7265
Si, 0.0292, 5.3468, 10.6107
Si, 2.7279, 8.1097, 10.6589
Si, 5.5069, -0.0655, 10.682
Si, 8.0853, 2.772, 10.8472
Si, 5.5285, 5.3784, 10.8949
Si, 8.0339, 8.1486, 10.6679
Si, 1.3119, 1.3092, 12.0844
Si, 4.0997, 3.9174, 12.1584
Si, 1.3908, 6.6738, 11.9295
Si, 4.1617, 9.3938, 11.9734
Si, 6.744, 1.2872, 12.1728
Si, 9.5085, 4.2068, 12.1154
Si, 6.8461, 6.8792, 12.2918
Si, 9.3594, 9.5085, 11.9779
Si, -0.1429, 2.6684, 13.3601
Si, 2.8603, -0.0657, 13.2266
Si, -0.2772, 7.8548, 12.9839
Si, 2.8471, 5.4571, 13.3526
Si, 5.0221, 2.1886, 13.556
Si, 7.9687, -0.1587, 13.5579
Si, 5.0201, 7.8081, 13.5691
Si, 8.8993, 6.2104, 13.3802
Si, 0.8193, 3.9173, 15.0264
Si, 5.9001, 1.9469, 15.7435
Si, 0.7878, 9.1596, 14.6163
Si, 5.3878, 8.4499, 15.8278
Si, 7.7662, 4.4042, 16.7114
Si, 9.7645, 0.8765, 14.6111
Si, 6.6276, 10.4859, 15.5863
Si, 9.3322, 5.89, 15.7194
Si, 1.0262, -1.635, 22.4381
Si, 10.4063, 7.9698, 17.0192
Si, -5.1284, 8.1959, 23.5188
Si, 1.6072, 13.2033, 17.4276
Si, -1.2388, 4.3757, 19.3263
Si, 8.9593, 10.8174, 17.3199
Si, 4.0768, -1.5735, 18.3813
Si, 10.2642, 12.3868, 19.6078
Si, 1.5682, 5.1678, 20.2647
Si, 3.9545, 10.3518, 23.3001
Si, 4.3689, 1.4077, 17.5924
Si, 11.5901, 10.5123, 26.248
Si, 5.992, 5.7325, 17.4179
Si, 6.6443, 11.3357, 21.6985
Si, 7.9927, 7.9336, 25.4521
Si, 14.5264, 4.0924, 18.4867
Si, 1.3573, 8.1545, 19.5995
Si, 5.676, 5.8979, 25.1984
Si, 7.2976, 5.9265, 20.313
Si, 0.3873, 7.7913, 24.9244
Si, 5.4048, 14.0338, 27.7591
Si, 6.8831, 3.4477, 22.0864
Si, 12.1188, 14.9458, 23.2228
Si, 9.7191, 11.4086, 22.4939
Si, 6.1738, 8.6857, 20.547
Si, 9.2762, 3.2625, 23.7785
Si, 17.4499, 3.7076, 25.0418
Si, 13.3821, 16.4522, 25.5243
Si, 2.1926, 1.6243, 24.5915
Si, 4.0809, 1.5489, 29.9527
Si, 1.4264, 12.2605, 28.4922
Si, 7.0261, 4.8213, 29.8075
Si, 13.4743, 3.6722, 26.8814
Si, -1.206, 11.354, 29.7853
Si, 9.0861, 9.3751, 27.7942
Si, 9.305, 6.9529, 29.7933
O, -13.1455, 10.5397, -3.2429
O, 8.4527, 3.6455, -9.6471
O, 1.5201, 4.3233, -0.7425
O, -0.2706, 6.2178, -1.596
O, -2.3207, 7.8296, -1.1871
O, 1.715, 9.0417, -0.5709
O, -0.3564, 10.1308, -1.6651
O, 4.839, 0.4222, -1.2671
O, 6.8423, -1.1975, -0.5106
O, 6.4721, 4.1412, -3.6312
O, 7.4951, 3.6299, -1.293
O, 5.8395, 5.6344, -1.5252
O, 3.9276, 7.1604, -0.5469
O, 11.8501, 11.5708, 0.0149
O, 4.6101, 20.0269, -7.8962
O, -0.2501, 4.1572, 23.9106
O, 0.2115, -3.0752, 18.4939
O, 2.3106, 3.7586, 17.6571
O, 4.4501, 5.2165, 17.6351
O, 0.0329, 10.5916, 14.5938
O, 9.4546, 9.2847, 17.1053
O, 2.223, 4.696, 14.6789
O, 8.799, 4.0833, 17.9688
O, 4.5042, 2.7028, 18.6092
O, 6.0837, 7.1188, 16.5416
O, 9.5366, 1.0102, 16.2417
O, 11.712, 2.644, 16.0606
O, 7.3699, 10.7136, 17.0724
O, 3.8586, 11.9203, 13.9438
O, 11.6606, 8.399, 16.053
O, 14.8073, 6.5862, 13.8427
O, 2.314, -1.2135, 14.295
O, 0.757, -1.9012, 20.8588
O, 0.3224, 15.7227, 19.2434
O, 4.5549, 10.8725, 18.3892
O, -1.5838, 0.5079, 18.7822
O, 10.7724, 5.0723, 15.693
O, 1.8532, -4.1279, 20.2253
O, 0.7085, 12.6579, 18.6741
O, 13.4638, 9.014, 18.9519
O, 12.6147, 13.3962, 23.31
O, 6.5174, 5.9276, 18.9231
O, 18.1946, 7.5222, 20.6515
O, 19.7291, 16.3751, 20.1766
O, 10.6916, -0.6772, 22.9989
O, 2.804, 1.2792, 17.1171
O, 1.1352, 4.5759, 21.7008
O, 3.0349, 4.5345, 19.9155
O, 7.2121, 2.9496, 16.074
O, 14.2804, 11.5106, 24.2534
O, 9.7551, 12.6084, 23.5868
O, 17.5696, 10.2266, 20.496
O, 4.1328, 8.7741, 16.8439
O, 0.7903, 7.8907, 23.3394
O, 6.534, 4.8153, 21.2571
O, -5.3201, 17.4878, 23.7304
O, 6.9741, 6.7012, 25.8821
O, -0.1059, 12.2664, 29.0202
O, -5.4492, 8.4565, 21.9578
O, 5.1497, 8.4961, 19.3074
O, 12.4783, 2.8953, 27.9109
O, 11.7745, 11.7002, 25.155
O, 13.7232, 13.4668, 25.7011
O, -8.563, 4.9782, 24.0087
O, 2.5784, -1.0686, 22.5443
O, 9.6122, 7.9916, 28.5514
O, 9.6155, 13.8016, 20.0158
O, 3.778, 2.8927, 30.8179
O, 1.0899, 9.1106, 25.5699
O, -2.9373, 8.9247, 26.7399
O, 10.1448, 10.2017, 26.8831
O, 7.2428, 8.559, 24.1245
O, 6.0031, 2.7882, 26.2776
O, 18.9907, 0.2019, 22.4036
O, 5.2312, 11.0462, 22.4947
O, 10.4465, 11.7275, 21.067
O, 1.6469, 11.033, 27.4543
O, 5.0595, 12.7428, 28.6864
O, 2.5921, 11.9274, 29.5642
O, 17.494, 2.0459, 21.2779
O, 8.2633, 5.7757, 29.3684
O, 12.1251, 6.609, 25.6528
O, 14.9682, 16.9464, 25.7097
O, 6.0933, 14.1675, 23.5171
O, 9.6173, 7.6438, 25.15
O, -1.9384, 12.2982, 30.8746
O, 4.0097, 3.9521, 27.6271
O, 8.2229, 3.5382, 25.0072

Results
free energy: -134611.902 eV
free energy less fixed offsets of O -570.45, Si -639.56 eV per atom: 9.618 eV

Forces (eV/angstrom), in the order of the atoms: element, x, y, z
Si, -0.036, -0.0694, 0.0392
Si, 0.0326, 0.0383, -0.08
Si, 0.0465, 0.042, -0.085
Si, -0.0296, -0.0171, -0.0911
Si, 0.0234, -0.0049, -0.1061
Si, -0.0221, -0.02, -0.0698
Si, -0.0277, -0.0052, -0.0862
Si, 0.0914, -0.0247, -0.0005
Si, -0.0209, -0.109, 0.0026
Si, 0.0087, 0.0361, -0.0087
Si, -0.0109, 0.0049, -0.014
Si, -0.009, 0.0115, 0.0037
Si, -0.0034, 0.0198, 0.0174
Si, -0.0033, 0.0061, 0.0194
Si, -0.0594, -0.0028, -0.0441
Si, 0.0392, -0.0084, -0.0515
Si, 0.0024, 0.0127, 0.0073
Si, 0.0069, 0.0226, 0.01
Si, -0.05, 0.0169, 0.014
Si, -0.0078, -0.0353, -0.0469
Si, 0.0155, 0.0054, 0.0044
Si, 0.0382, -0.0222, -0.0118
Si, 0.0065, -0.0313, -0.0334
Si, 0.0197, 0.0069, 0.023
Si, -0.0055, -0.006, 0.0178
Si, 0.0027, -0.0028, -0.0085
Si, 0.0225, -0.0188, -0.0077
Si, 0.0002, 0.0243, 0.0241
Si, 0.0219, -0.0285, -0.0091
Si, -0.0158, -0.0022, 0.0046
Si, 0.004, 0.0435, 0.0464
Si, 0.0102, -0.0016, -0.0111
Si, 0.0031, 0.0229, 0.0068
Si, 0.0118, -0.0053, 0.0158
Si, 0, 0.0239, 0.0175
Si, -0.0086, 0.0187, 0.0121
Si, -0.0059, -0.0006, 0.0251
Si, 0.0047, 0.0286, 0.0083
Si, 0.0182, -0.0064, 0.0216
Si, 0.0135, -0.016, 0.0093
Si, -0.0067, 0.0006, 0.0007
Si, -0.012, 0.0153, 0.0055
Si, 0.0016, -0.0255, -0.0089
Si, 0.0206, 0.0107, 0.0032
Si, -0.008, -0.0084, -0.0029
Si, -0.0127, -0.0207, -0.0041
Si, -0.0103, -0.0004, 0.0053
Si, -0.0153, -0.0054, 0.0018
Si, 0.0197, 0.0065, -0.0124
Si, -0.0011, -0.0133, -0.0128
Si, -0.0151, -0.0147, -0.0149
Si, -0.0006, 0.019, -0.0001
Si, -0.0086, -0.0254, -0.0103
Si, 0.0217, 0.0178, 0.0093
Si, -0.0168, 0.0115, -0.0036
Si, 0.0067, 0.0062, -0.0064
Si, -0.0158, -0.0059, -0.011
Si, -0.0087, 0.0199, -0.0199
Si, 0.0207, 0.0371, -0.0123
Si, 0.0014, -0.0231, -0.0427
Si, -0.0039, 0.0073, 0.0088
Si, -0.0418, -0.013, -0.0169
Si, -0.0213, -0.0148, -0.0039
Si, 0.0238, 0.0129, -0.0442
Si, 0.0196, 0.027, 0.0023
Si, -0.0359, -0.0023, 0.0254
Si, 0.018, -0.0467, -0.021
Si, 0.0466, 0.0125, 0.01
Si, 0.0516, 0.0058, 0.0049
Si, 0.0892, -0.0163, 0.0024
Si, -0.0408, 0.0485, 0.0474
Si, -0.0087, 0.0452, -0.0172
Si, 0.0013, 0.0577, -0.0456
Si, 0.0188, 0.0063, -0.0425
Si, -0.0229, -0.038, -0.0175
Si, 0.0107, -0.0192, 0.0343
Si, -0.0887, 0.0049, -0.0706
Si, -0.0774, -0.0266, -0.0534
Si, 0.0131, -0.0868, 0.0307
Si, -0.122, 0.0665, 0.0281
Si, -0.0202, -0.0429, -0.0311
Si, 0.0337, -0.0117, 0.1551
Si, 0.0246, -0.0273, 0.3514
Si, 0.0419, 0.0166, 0.135
Si, 0.014, 0.0221, 0.2597
Si, 0.0858, -0.0989, -0.0421
Si, -0.1314, -0.0856, -0.1339
Si, -0.1484, -0.207, 0.1389
Si, 0, 0.0365, 0.1875
Si, 0.0052, -0.1253, -0.1143
Si, 0.0294, 0.0994, 0.0353
Si, -0.0252, -0.0957, 0.1331
Si, -0.1105, -0.6902, 0.1094
Si, 0.1899, -0.0197, 0.2833
Si, 0.1196, 0.3442, 0.0829
Si, 0.4687, 0.3625, -0.046
Si, 0.0052, 0.0022, 0.0067
Si, 0.0178, 0.0172, 0.0014
Si, -0.0094, 0.0153, 0.0165
Si, -0.0259, 0.0155, -0.0013
Si, 0.0838, -0.0859, 0.0901
Si, -0.0131, -0.0232, -0.0921
Si, -0.0424, 0.0034, 0.0841
Si, -0.0265, -0.0105, 0.0447
Si, 0.0023, 0.0109, 0.0307
Si, -0.0112, 0.0035, -0.0051
Si, -0.0016, 0.043, -0.018
Si, 0, -0.0015, -0.0271
Si, -0.114, 0.1957, 0.1148
Si, -0.0051, 0.0084, 0.0339
Si, 0.0176, -0.0043, -0.0065
Si, -0.0231, -0.0549, 0.0026
Si, -0.0334, 0.0084, 0.0011
Si, -0.0002, -0.0089, -0.0184
Si, -0.0181, 0.0164, 0.0501
Si, 0.0139, -0.0062, -0.0042
Si, -0.0247, 0.0144, -0.0679
Si, 0.0013, -0.0267, 0.0358
Si, -0.0141, 0.0041, 0.0145
Si, 0.0061, -0.0276, 0.0115
Si, -0.0072, 0.0142, 0.0217
Si, 0.0161, 0.0088, 0.0065
Si, 0.0241, -0.0252, -0.0075
Si, 0.0062, -0.0289, 0.0218
Si, -0.0023, 0.0037, -0.0076
Si, -0.0244, -0.0164, -0.0552
Si, 0.0118, -0.0036, -0.0353
Si, -0.0019, 0.0097, -0.041
Si, 0.0286, 0.0004, -0.0325
Si, 0.0132, -0.0178, -0.0623
Si, 0.0081, -0.0013, -0.014
Si, -0.0044, 0.0298, -0.036
O, 0.0087, 0.0141, 0.0267
O, -0.0311, 0.0142, -0.0194
O, -0.0092, -0.0031, 0.0279
O, -0.0028, -0.0299, 0.0625
O, -0.0218, 0.0158, -0.0053
O, 0.0431, 0.062, 0.002
O, 0.0038, 0.0188, 0.029
O, -0.0099, -0.0025, 0.0349
O, -0.0606, -0.002, 0.0661
O, -0.0091, -0.0071, 0.0067
O, 0.0291, -0.0247, 0.0379
O, 0.0111, -0.0013, 0.0465
O, -0.0052, -0.0076, 0.0405
O, -0.0006, 0.052, -0.029
O, 0.0184, 0.0132, 0.0113
O, -0.0027, 0.0017, -0.0145
O, -0.0308, 0.0426, -0.0103
O, 0.0221, -0.0267, -0.0086
O, 0.1598, -0.0506, -0.0288
O, -0.1029, 0.0533, 0.0573
O, 0.0082, 0.1451, -0.0173
O, -0.0598, -0.0851, -0.1145
O, -0.051, 0.1904, -0.3327
O, -0.0355, 0.0033, 0.0424
O, -0.0333, -0.0491, -0.0819
O, -0.0884, -0.0902, -0.1039
O, -0.0053, 0.0331, -0.0454
O, 0.0506, -0.1425, -0.0605
O, 0.032, 0.0019, -0.1728
O, -0.0576, 0.0013, -0.1076
O, 0.0126, 0.0572, 0.0368
O, -0.0086, 0.0491, -0.0454
O, 0.0132, 0.0049, 0
O, -0.0887, -0.0505, 0.0084
O, -0.0032, -0.0198, 0.0007
O, 0.0102, 0.0183, 0.0273
O, -0.1026, -0.0628, -0.1381
O, -0.0082, -0.0196, -0.007
O, -0.0072, -0.0013, 0.0086
O, 0.0423, -0.0074, -0.0263
O, -0.0034, 0.0125, 0.0063
O, -0.0051, -0.037, -0.0763
O, -0.0079, -0.0642, -0.0005
O, -0.0232, -0.0324, -0.0584
O, 0.0025, 0.0121, -0.0216
O, 0.0051, 0.0032, -0.0032
O, 0.0357, 0.0127, -0.0125
O, 0.0209, 0.0204, -0.0635
O, 0.0142, 0.2891, 0.22
O, -0.0117, -0.0051, -0.0082
O, -0.01, 0.0026, -0.017
O, -0.0043, -0.0026, -0.0221
O, 0.0957, 0.0256, -0.0636
O, -0.0161, 0.0052, -0.0035
O, 0.0051, 0.0125, -0.0475
O, -0.0128, 0.0127, -0.0043
O, -0.0011, 0.0057, 0.013
O, 0.0013, -0.0106, 0.038
O, 0.0088, -0.0067, -0.0172
O, -0.0146, 0.0138, -0.0149
O, 0.0114, -0.0017, 0.0098
O, -0.0046, 0.0112, 0.0058
O, 0, -0.0049, 0.024
O, -0.0117, 0.0172, -0.0122
O, -0.0028, -0.034, 0.0087
O, 0.0007, -0.0159, 0.022
O, -0.0189, 0.0628, -0.1904
O, -0.0199, -0.0126, 0.0483
O, -0.003, 0.0053, -0.0106
O, -0.0087, -0.0002, -0.0005
O, -0.0094, -0.001, 0.0073
O, 0.0032, -0.0185, -0.0148
O, -0.0258, 0.0034, 0.0381
O, 0.004, -0.0096, -0.0055
O, -0.0019, 0.0047, -0.0085
O, -0.0334, 0.0632, -0.0464
O, 0.0044, 0.0022, 0.0442
O, -0.0021, 0.0166, 0.0371
O, 0.0358, 0.0408, -0.0229
O, 0.0236, 0.0094, 0.0003
O, 0.0057, -0.0164, 0.0255
O, 0.0105, 0.0262, -0.0065
O, 0.0047, 0.0163, 0.0101
O, -0.0169, 0.0093, -0.0276
O, -0.0032, -0.0025, 0.0148
O, -0.0204, 0.0442, 0.0424
O, 0.0107, -0.0674, 0.0445
O, 0.0071, -0.0109, 0.0087

The program warned: the cutoff lies below the one the program advises for these potential files; the forces do not sum to zero within the program's tolerance; empty levels may hold ghost states of the PAW files; the exchange-correlation potential is rough where the density is thin.
